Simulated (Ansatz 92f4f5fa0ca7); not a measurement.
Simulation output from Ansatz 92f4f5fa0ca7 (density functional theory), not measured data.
Periodic cell of 226 atoms, Si132O92P2, from a study of silicon, its oxide and their interface. The atomic structure is a simulated model.
Doubt: the cutoff is far below the 930 eV that the study's wrapper takes by default for these files, so forces and energies are approximate.
This geometry differs little from another in the collection (a relaxation step or a small displacement).

Settings: functional PBE; potential files Ansatz PAW; basis plane waves; wave-function cutoff 580 eV; density cutoff ratio 5; exchange-correlation grid ratio 1; k mesh 1 x 1 x 1, Gamma-centred; self-consistency stop 5e-08 eV per atom in the density residual; occupations fixed; spin none; net charge 0.

Cell vectors (angstrom)
a 10.938 0 0
b 0 10.938 0
c 0 0 31.9494

Atoms and the computed forces on them: element, x, y, z (angstrom), force x, y, z (eV/angstrom)
Si 10.6129 -0.0524 24.5045 -0.0722 -0.0195 0.2755
Si 5.1302 0.01 24.701 -0.0306 0.0497 0.0767
Si 2.8704 2.1882 24.5085 0.0203 0.0084 0.0907
Si 8.5455 2.3556 24.5867 0.0446 -0.0549 0.0737
Si 10.6696 5.4151 24.2186 0.0978 -0.014 0.1522
Si 5.1643 5.5837 24.4287 0.0685 0.0437 0.1197
Si 2.952 7.8869 24.3998 0.0673 0.0364 -0.0461
P 8.6758 7.5877 24.2546 -0.0786 0.2758 0.2195
Si 1.3167 1.0766 25.8541 -0.0185 -0.0032 -0.0379
Si 6.8048 1.2914 25.7914 -0.0786 0.024 0.004
Si 3.9533 4 25.706 0.0487 -0.0246 0.0397
Si 9.6913 3.9497 25.8372 -0.0029 -0.009 0.0407
Si 1.1884 6.802 25.5777 0.0372 -0.0019 0.0475
Si 6.8775 6.7284 25.65 -0.1259 -0.067 -0.0942
Si 3.9938 9.3796 25.9622 0.0095 0.03 -0.0095
P 9.3896 9.5699 25.9213 -0.1627 0.3589 0.152
Si 2.6644 -0.1777 27.298 -0.0019 0.0348 0.0209
Si 8.1746 0.0458 27.2808 0.3603 -0.1513 -0.1869
Si 0.1028 2.6277 27.2137 0.0308 0.0388 0.0136
Si 5.4261 2.7261 27.1164 -0.0155 -0.0247 -0.0271
Si 2.6079 5.4534 27.0527 0.0168 -0.0529 0.0038
Si 8.2019 5.3607 27.0838 0.0437 -0.006 0.0147
Si -0.0711 8.2091 27.098 -0.0983 0.083 -0.0925
Si 5.5734 8.1048 27.1315 0.0137 -0.0183 0.0331
Si 4.0827 1.3221 28.5102 0.014 -0.0173 -0.0162
Si 9.5589 1.3981 28.5901 -0.0073 0.0171 0.0143
Si 1.3961 4.0786 28.5465 -0.025 0.0276 0.0058
Si 6.7995 4.0793 28.5042 0.0088 0.018 0.0101
Si 4.0834 6.7893 28.4432 0.019 0.0056 -0.0075
Si 9.535 6.7848 28.4587 -0.0037 -0.0449 0.015
Si 1.2657 9.4744 28.6079 0.0264 0.0369 0.0176
Si 6.8381 9.5328 28.5566 -0.0237 -0.047 0.0346
Si -0.0293 -0.0022 29.929 0.0341 0.0162 -0.0247
Si 5.4691 -0.0105 29.8979 -0.0011 -0.0092 -0.0395
Si 2.7604 2.7184 29.9028 -0.0021 -0.0035 -0.0231
Si 8.1792 2.7652 29.914 -0.0137 0.0191 -0.0174
Si -0.0036 5.4624 29.878 -0.0098 -0.0137 -0.0282
Si 5.447 5.4659 29.8734 0.0161 -0.0173 -0.0191
Si 2.7469 8.1623 29.8881 -0.0162 -0.0118 -0.0021
Si 8.2244 8.1727 29.8913 -0.0138 0.0253 -0.0135
Si 1.3673 1.3673 31.2657 0.1103 0.0233 -0.0282
Si 6.8362 1.3673 31.2657 0.0264 0.0086 -0.0193
Si 4.1018 4.1018 31.2657 0.1149 -0.0804 0.0175
Si 9.5708 4.1018 31.2657 -0.0745 0.1796 0.0422
Si 1.3673 6.8362 31.2657 0.0363 -0.1965 -0.0517
Si 6.8362 6.8362 31.2657 -0.0363 -0.071 -0.1713
Si 4.1018 9.5708 31.2657 -0.0768 -0.068 -0.0944
Si 9.5708 9.5708 31.2657 -0.1912 -0.2077 0.1541
Si 2.7345 0 0.6835 0.0179 0.0725 0.0429
Si 8.2035 0 0.6835 -0.0339 0.0462 -0.0983
Si 0 2.7345 0.6835 0.0483 0.0774 0.0332
Si 5.469 2.7345 0.6835 -0.025 0.0646 0.1097
Si 2.7345 5.469 0.6835 -0.0874 -0.0243 -0.0477
Si 8.2035 5.469 0.6835 0.054 0.1146 0.011
Si 0 8.2035 0.6835 0.0127 0.0754 0.1303
Si 5.469 8.2035 0.6835 0.0405 0.1049 0.0857
Si 4.0957 1.3789 2.0646 -0.001 -0.0054 0.0048
Si 9.592 1.3506 2.0451 0.018 -0.0093 0.0011
Si 1.3518 4.136 2.0565 -0.0112 0.0062 0.0061
Si 6.8293 4.1302 2.0456 -0.0164 0.0148 0.004
Si 4.0882 6.8473 2.0453 0.0074 -0.01 0.0005
Si 9.5653 6.845 2.0651 0.0087 -0.0103 -0.0027
Si 1.3611 9.5991 2.0575 -0.0067 0.008 0.0048
Si 6.8268 9.6123 2.0492 -0.0202 0.0103 0.0125
Si 0.0286 0.0333 3.4757 0.0005 -0.0073 -0.0108
Si 5.4798 0.0379 3.4551 0.0117 -0.008 -0.0122
Si 2.7136 2.7684 3.4059 0.0079 0.0058 -0.0007
Si 8.2512 2.7743 3.3456 -0.0103 0.0009 0.0105
Si 0.0213 5.5175 3.4732 0.0033 -0.0092 -0.0158
Si 5.4716 5.5224 3.4271 0.0098 -0.0141 -0.0053
Si 2.7342 8.2366 3.402 -0.0009 0.0053 0.0009
Si 8.2408 8.289 3.3915 -0.012 -0.006 0.0059
Si 1.3766 1.4503 4.8482 0.0055 0.0028 0.0012
Si 6.9085 1.4678 4.7342 0.0085 0.0069 -0.0081
Si 4.0607 4.1495 4.7604 -0.0075 -0.0029 -0.0063
Si 9.5991 4.0748 4.78 -0.0026 -0.0015 -0.0021
Si 1.3637 6.9666 4.845 0.0078 0.0027 0.0026
Si 6.8395 6.9831 4.7311 0.0049 0.0104 -0.0071
Si 4.0943 9.5689 4.793 -0.0034 -0.0049 -0.0038
Si 9.6208 9.5769 4.846 -0.002 0.0041 0.0032
Si 2.7555 0.0277 6.1415 -0.0038 -0.0026 -0.0014
Si 8.2923 0.1128 6.0999 0.001 -0.0012 -0.0047
Si 0.0137 2.7905 6.3074 0.001 -0.0009 0
Si 5.5104 2.829 6.0741 0.0012 0.0016 -0.002
Si 2.7495 5.5828 6.1414 0.0041 -0.002 -0.0025
Si 8.25 5.5868 5.957 0.0024 0.0009 -0.0011
Si 0.045 8.2978 6.3748 -0.0007 0.0001 0.001
Si 5.4977 8.293 6.2244 0.0025 -0.0034 -0.0037
Si 4.4213 1.1718 7.331 0.0069 -0.0052 -0.017
Si 9.81 1.1411 7.6254 -0.0002 -0.0019 -0.0201
Si 1.1753 4.4916 7.5096 -0.0032 0.0039 -0.0137
Si 6.6403 4.5315 7.2517 -0.0112 0.0019 -0.0177
Si 4.3222 6.6938 7.5398 0.0033 -0.0066 -0.0207
Si 9.7254 6.6004 7.5 0.006 -0.0033 -0.0193
Si 1.279 9.9321 7.7068 -0.0038 -0.0014 -0.0186
Si 6.7187 9.9544 7.4175 -0.0054 0.002 -0.0131
O 9.5661 1.1477 24.022 -0.0553 0.0298 -0.0281
O 4.0748 6.7457 23.9228 -0.0362 0.0092 0.0004
O 4.08 1.1345 24.0504 0.0148 -0.017 -0.0603
O 9.3837 6.2853 23.5276 -0.1334 -0.3969 -0.4209
O -0.0293 5.5348 8.0193 -0.0009 0.0026 0.0026
O 5.5686 0.116 7.9153 -0.0005 0.0007 0.003
O 0.0717 0.0822 8.152 0.0041 -0.0013 0.0022
O 5.5301 5.5994 7.8837 0.0038 0.0018 0.0054
O 7.5982 3.9483 8.4414 0.0088 -0.0043 0.0171
O 8.7141 7.029 8.7549 -0.0064 0.0052 0.0135
O 2.1797 9.4453 9.0439 0.0117 -0.008 0.0165
O 8.8917 1.6643 8.9273 -0.0077 0.011 0.0134
O 7.6108 9.4573 8.7185 0.0102 -0.0098 0.0163
O 3.6038 1.809 8.6017 -0.0062 0.01 0.0141
O 3.5817 7.2096 8.9449 -0.0086 0.0113 0.0211
O 2.058 3.9946 8.8242 0.0098 -0.0084 0.0144
O 8.1274 3.3721 23.3566 -0.0427 0.098 -0.0896
O 0.5479 4.7646 22.9298 0.0067 0.0118 -0.0097
O 1.9689 2.5525 23.1816 -0.043 0.0376 -0.0652
O 5.8144 4.8109 23.1168 0.0582 -0.0654 -0.1047
O 5.683 9.8511 23.6015 0.2624 -0.1227 -0.2588
O 2.4534 8.6704 23.0229 0.015 -0.0163 0.0082
O 0.1373 9.9346 23.2124 0.0501 -0.0836 -0.1035
O 7.9302 8.3869 23.0039 -0.1096 0.0323 -0.0468
Si 8.66 7.6115 18.457 0.0132 0.0091 -0.0031
Si 8.7851 6.3186 13.654 -0.0018 -0.0021 0.0006
Si 3.7963 1.4824 14.7462 0.0017 -0.0035 0.0043
Si 2.1356 5.6672 17.6514 -0.0025 0.0016 -0.002
Si 2.4301 3.0328 19.4586 -0.0077 -0.0062 -0.0051
Si 9.8085 8.987 12.0899 0.0006 -0.0019 -0.0046
Si 1.2727 9.3568 22.1345 -0.0459 0.0154 0.0147
Si 9.1766 0.9174 13.2083 0.0009 0.0002 0.0033
Si 1.4207 5.009 13.0419 0.002 -0.0019 0.0032
Si 1.7905 8.2095 12.8225 0.0034 0.0002 -0.003
Si 6.7455 9.4167 22.4503 -0.0779 0.0511 0.2282
Si 4.5239 4.5431 15.7223 -0.0038 -0.001 0.0019
Si 8.2037 3.0012 9.5918 0.0023 -0.0057 -0.0164
Si 0.8336 8.1466 19.3139 0.0087 0.0088 0.0141
Si 6.9628 1.2374 21.1001 -0.0045 -0.006 0.0063
Si 8.2181 8.2888 9.6788 -0.003 0.0015 -0.0173
Si 10.8905 5.1681 15.6252 0.0042 0.0003 0.0028
Si 7.5845 9.4326 16.3349 0.0018 0.0056 -0.004
Si 9.9246 1.9647 20.2769 0.0098 -0.0069 0.0124
Si 3.2118 8.4916 9.9223 -0.0027 -0.0034 -0.0199
Si 6.7015 3.2649 17.3989 -0.0025 -0.0058 -0.0054
Si 1.1389 0.1168 19.8097 0.0164 -0.0067 0.0188
Si 3.2342 2.7681 12.3112 -0.0006 -0.001 -0.0026
Si 7.2123 5.2972 19.6879 -0.0069 -0.0018 -0.0265
Si 5.7453 8.6313 11.5612 0.0001 -0.0022 -0.0073
Si 5.7846 6.0335 13.2233 0.0008 0.0011 0.0004
Si 4.6397 9.6139 17.6414 -0.008 0.0054 -0.0113
Si 1.0796 3.4306 22.1424 0.0309 -0.0897 -0.0087
Si 4.9238 1.3881 18.7916 -0.0024 -0.006 0.0072
Si 3.1876 3.0643 9.5305 -0.0057 -0.0012 -0.0166
Si 6.4617 10.7735 13.8117 -0.0019 -0.0007 0.0027
Si 10.3575 0.0599 15.9807 0.0029 0.0007 0.0032
Si 5.6559 3.6252 11.1685 0.0011 -0.0021 -0.0045
Si 9.839 3.857 11.9252 -0.001 -0.0018 -0.0046
Si 2.3501 9.8595 15.5606 -0.0017 -0.0009 0.0041
Si 6.0804 8.0288 19.8279 -0.0106 0.0034 0.0036
Si 6.9192 3.8646 22.3794 -0.0464 -0.025 0.0363
Si 9.76 2.7253 17.3612 0.007 -0.0021 -0.004
O 7.1946 6.3377 13.9994 0.0017 -0.0014 -0.0038
O 1.873 6.9504 18.7386 0.0008 -0.0065 -0.0041
O 10.2893 4.001 16.5445 -0.0018 -0.0025 -0.002
O 6.1729 9.8607 17.0728 0.0014 -0.0036 0.0026
O 10.1542 0.6361 14.4739 0.002 -0.0038 0.0015
O 8.4401 6.0276 18.8639 -0.0111 -0.0065 0.0114
O 5.1799 0.638 14.4521 -0.0017 0 -0.0023
O 5.7506 1.9512 17.5118 0.0035 0.0065 0.0035
O 8.3458 1.8633 20.562 -0.0017 -0.0053 0.0018
O 1.9846 4.1933 18.3817 0.0087 -0.0062 0.0065
O 6.9561 2.7744 10.6432 -0.0054 0.0006 0.0031
O 4.8698 2.6659 12.2282 -0.0008 -0.0033 0.0011
O 6.0277 4.3167 16.3492 0.0037 -0.0042 0
O 4.5526 3.9017 9.9598 0.0055 -0.0004 0.0051
O 10.7289 2.6236 21.5381 -0.0062 0.0166 -0.0034
O 9.7281 6.1311 14.9888 0.0037 -0.0039 0.0005
O 6.0039 6.3928 19.8448 0.0015 0.0121 0.0012
O 4.0914 0.0846 18.2815 0.0037 0.003 0.0072
O 9.2521 10.5102 12.2789 -0.0002 0.0019 -0.0012
O 2.852 4.3075 12.7334 -0.002 0.0019 -0.0027
O 1.8003 10.6607 21.2725 0.0054 0.0023 -0.0175
O 4.0101 2.6298 19.3451 -0.0088 -0.0006 0.0001
O 0.7379 9.9849 15.984 -0.001 -0.0022 -0.0015
O 1.3001 9.692 18.881 0.0007 0.0022 -0.0095
O 1.7201 1.5529 19.2674 0.0049 0.0073 -0.0027
O 8.9512 10.3327 16.5211 -0.0035 -0.0043 -0.0038
O 4.8735 8.5102 18.8318 0.0144 -0.0131 0.0256
O 9.5681 8.7114 10.4972 0.0069 0.0012 0.0109
O 6.7438 3.9949 18.8502 0.0065 0.0107 0.0156
O 2.8479 1.6617 13.415 0.0027 -0.0014 0.0014
O 5.8668 8.6496 21.3165 -0.0098 -0.0275 -0.0312
O 2.5372 2.4172 10.8856 0.0001 -0.0018 0.0115
O 7.5973 4.7346 21.1699 0.0172 0.0091 0.0065
O 5.211 7.4393 12.5739 0.0004 -0.0042 0.0027
O 0.4245 9.0215 12.5174 0.001 -0.0013 -0.0016
O 7.5878 1.0151 13.5983 -0.0011 -0.0027 -0.0026
O 7.1252 9.5884 14.7641 -0.0003 -0.0041 0.0064
O 8.9798 4.9829 12.7311 -0.0015 0.004 0.0002
O 8.114 7.9699 16.9257 0.0008 -0.0063 0.007
O 6.2087 2.4498 21.9148 0.0277 0.0481 0.0193
O 2.4587 9.0148 14.1193 0.0015 0.0022 0.0006
O 0.4234 4.4444 11.8794 0.0028 0.0013 0.0034
O 0.7693 8.245 20.9888 0.0001 -0.0269 -0.0247
O 9.3775 3.8057 10.3713 0.005 0.0018 0.0093
O 9.6595 2.3404 12.5475 0.0001 -0.0061 0.0011
O 7.6205 8.4726 19.4096 -0.01 0.0005 0.0099
O 2.541 8.1349 11.3701 -0.0068 -0.0032 0.0157
O 3.9686 3.003 15.3896 0.0022 0.001 -0.0028
O 0.8303 4.4495 14.455 -0.0032 0.0012 0.004
O 10.0405 2.9334 18.9586 -0.0024 0.0006 0.003
O 9.1369 7.7605 12.9565 -0.0003 -0.0057 -0.0014
O 10.4757 0.4412 20.0042 -0.0053 0.003 -0.0012
O 6.0318 5.0032 11.9589 -0.0009 0.0026 0.0016
O 8.1649 2.683 16.9931 -0.0029 0.0018 0.0008
O 3.5405 5.4183 16.7555 -0.0046 -0.0001 0.0004
O 4.6601 9.1056 10.4117 0.0063 0 0.0054
O 1.5339 6.6299 13.1873 -0.0001 -0.003 -0.0043
O 4.7585 5.4475 14.3666 -0.0005 -0.0043 0.001
O 2.0835 3.7364 20.8925 0.0081 0.0129 -0.0205
O 10.5643 1.3662 16.9406 -0.0015 0.0031 -0.001
O 0.9564 6.0247 16.5755 0.0034 -0.0052 0.0014
O 7.3834 10.8245 21.9173 -0.0305 -0.0594 0.0449
O 5.9438 0.8085 19.9192 -0.0034 0.0046 -0.0113
O 6.0762 9.9844 12.427 0.0026 0.0038 0.0036
O 2.8572 0.4808 15.6154 -0.0008 -0.004 -0.0032
O 7.0448 7.9786 10.7831 -0.0059 -0.0014 0.0076
O 10.2439 7.9264 18.7221 -0.0148 -0.0097 -0.0027
O 3.4484 9.1188 16.5907 0.0067 -0.0008 -0.0019

Results
free energy: -137746.319 eV
free energy less fixed offsets of O -568.88, P -755.39, Si -635.61 eV per atom: 1.941 eV

The program warned: the cutoff lies below the one the program advises for these potential files; the exchange-correlation potential is rough where the density is thin.
